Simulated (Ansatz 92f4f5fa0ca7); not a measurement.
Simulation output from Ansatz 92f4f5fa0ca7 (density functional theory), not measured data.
Periodic cell of 291 atoms, Si144O115H32, with a vacuum gap, from a study of silicon, its oxide and their interface. The atomic structure is a simulated model.

Settings
functional: r2SCAN
potential files: Ansatz PAW
basis: plane waves
wave-function cutoff: 800 eV
density cutoff ratio: 5
exchange-correlation grid ratio: 1
k mesh: 1 x 1 x 1, shifted by 0.5 0.5 0 of a step
self-consistency stop: 1e-11 eV per atom in the density residual
occupations: fixed
spin: none
net charge: 0
applied field: sawtooth along c, amplitude -0.015 V/angstrom in the program's sign convention, ramp centred at 0.9898 of c and 0.0204 of c wide, no dipole correction

Cell vectors (angstrom)
a	10.88	0	0
b	0	10.88	0
c	0	0	48.9437

Atoms: element, x, y, z (angstrom)
Si	7.3601	11.2941	20.1445
Si	4.7217	6.4798	30.5355
Si	8.8278	4.9098	32.6832
Si	6.7652	12.5045	14.9621
Si	8.3092	3.12	28.5288
Si	2.1444	4.3678	23.7342
Si	6.9236	10.4632	17.1018
Si	11.2711	12.2537	32.8973
Si	5.3785	6.2033	35.3234
Si	9.221	10.1218	35.2851
Si	6.3067	1.787	35.3668
Si	8.4891	3.9667	35.4934
Si	1.0689	7.4525	35.3656
Si	2.8027	9.2059	35.2877
Si	10.0846	13.5956	36.6176
Si	3.6092	4.5671	35.5495
Si	4.5706	8.1503	36.4697
Si	7.4339	11.0009	36.5724
Si	4.6775	2.8504	36.6954
Si	7.2115	5.5073	36.6786
Si	10.1195	8.345	36.5563
Si	12.6861	10.9384	36.5354
Si	10.905	11.8347	35.2293
Si	1.932	5.6764	36.6927
Si	3.293	6.9562	38.0742
Si	5.9942	9.5662	37.7886
Si	3.2212	12.3185	37.8655
Si	5.9832	4.1588	38.1338
Si	8.6778	6.9407	37.8473
Si	11.4084	9.6462	38.0365
Si	8.7154	12.3246	38.0481
Si	11.4395	4.172	37.89
Si	4.6181	5.5545	39.4185
Si	7.3399	8.2751	39.2553
Si	4.6132	10.9321	39.1773
Si	7.356	13.6661	39.3953
Si	10.0295	5.5344	39.2061
Si	12.7741	8.2892	39.3634
Si	10.0631	10.9839	39.4027
Si	12.7944	2.8241	39.2776
Si	6.0152	6.9304	40.6935
Si	8.6751	9.6014	40.6889
Si	5.9406	12.2764	40.6194
Si	8.7234	4.2001	40.6454
Si	11.3862	6.8763	40.61
Si	3.2885	9.644	40.6385
Si	11.4455	1.4907	40.693
Si	3.2379	4.1629	40.7033
Si	4.6205	8.2955	42.0175
Si	7.2924	10.969	42.0182
Si	4.6285	13.6514	42.0085
Si	7.3805	5.5366	42.0199
Si	10.061	8.22	42.0078
Si	1.9415	10.9799	42.0089
Si	10.0584	2.8594	42.0225
Si	12.7331	5.5539	42.0062
Si	2.696	9.5546	6.8995
Si	5.4189	12.257	6.9744
Si	2.7566	14.922	6.9543
Si	5.4784	6.7701	6.9021
Si	8.1956	9.4957	6.9636
Si	10.92	12.212	6.8953
Si	8.1242	14.988	6.8977
Si	10.8495	6.8506	6.9532
Si	4.096	8.1752	8.1637
Si	6.8098	10.872	8.2436
Si	4.0814	13.585	8.3995
Si	6.7974	5.4329	8.3451
Si	9.5222	8.1732	8.4015
Si	1.37	10.885	8.3429
Si	9.5218	13.5992	8.1553
Si	1.3683	16.3347	8.1787
Si	5.4324	9.5061	9.5537
Si	8.1873	12.2539	9.5222
Si	5.4448	14.961	9.7556
Si	8.1412	6.7896	9.7468
Si	0.0226	9.5507	9.758
Si	2.7168	12.2084	9.7776
Si	10.8644	14.9834	9.4641
Si	2.7516	6.8018	9.4679
Si	4.1317	10.7672	11.0725
Si	6.8769	13.5328	10.9919
Si	4.0114	5.5225	10.973
Si	6.6979	8.1665	11.0235
Si	-1.4081	10.9721	11.0296
Si	1.2651	13.6912	10.926
Si	9.5563	5.3551	10.9721
Si	1.456	8.0739	10.9343
Si	3.2306	8.9025	12.2374
Si	5.9752	11.712	12.2085
Si	2.213	4.5718	12.1552
Si	4.9567	7.2154	12.3331
Si	7.6763	9.9496	12.1714
Si	-0.5274	12.8616	12.1896
Si	7.8829	4.3628	14.4667
Si	0.4966	6.2892	12.1166
Si	0.9353	1.5497	27.2112
Si	8.5832	14.5379	12.2858
Si	1.5129	13.7087	16.5404
Si	3.4508	9.7003	18.8094
Si	2.2177	3.8341	32.7902
Si	0.5744	11.5663	14.7813
Si	1.3611	9.9076	23.2919
Si	10.6585	7.6837	26.2183
Si	7.3765	10.5681	24.7043
Si	9.9797	3.5869	23.3329
Si	2.6186	9.3948	14.4213
Si	3.8365	3.5455	30.3922
Si	5.922	11.5002	32.5059
Si	8.6155	2.0279	31.367
Si	5.3767	2.3941	28.2217
Si	5.1049	12.0248	23.2812
Si	9.2846	1.8662	25.7583
Si	9.4399	8.6305	23.5424
Si	1.571	4.2702	28.4302
Si	7.7874	9.0819	32.7437
Si	0.5985	6.4238	32.3695
Si	6.2771	6.5432	33.1956
Si	5.389	6.2005	14.4767
Si	3.5885	12.5859	18.6013
Si	5.2837	9.5736	21.4061
Si	2.1611	8.2067	30.4226
Si	8.8685	8.4691	29.7873
Si	8.745	6.1075	21.921
Si	5.3052	10.3835	26.9985
Si	6.2336	8.052	28.3317
Si	2.3888	7.3838	24.5734
Si	5.2417	6.8183	25.6204
Si	11.1844	9.6794	28.4857
Si	5.9398	13.9888	19.6612
Si	3.0066	11.3455	25.4676
Si	4.4789	14.8789	22.1302
Si	8.7559	10.3889	14.8572
Si	4.6148	8.5115	16.474
Si	2.8683	4.554	14.4081
Si	9.9423	12.79	20.624
Si	3.0471	10.5055	32.3489
Si	5.8606	6.7412	22.7799
Si	9.9377	5.8493	28.5559
Si	0.9218	6.8982	15.0496
Si	8.7409	4.4561	19.2918
Si	3.6852	4.2513	26.3229
Si	10.1409	5.0557	16.5946
Si	1.8029	11.2954	20.473
O	8.7414	2.1305	29.7471
O	2.2045	5.9689	23.8369
O	9.2246	4.7123	34.2391
O	0.6064	7.0538	33.849
O	0.9605	7.5859	31.3125
O	3.837	10.2766	26.341
O	2.8299	3.9085	34.2659
O	5.7047	12.1783	13.7814
O	1.9871	10.8869	14.4216
O	6.9496	5.7093	14.4942
O	10.0419	6.437	27.0466
O	6.7067	3.253	28.483
O	5.2885	9.3511	28.2358
O	10.7955	6.511	16.2618
O	0.6254	3.8617	23.7676
O	0.7221	11.2206	28.2615
O	2.4663	14.1345	15.2942
O	4.9764	14.8766	20.6036
O	1.7603	5.2948	32.2698
O	6.5172	12.6615	20.4068
O	6.9736	14.0833	15.1791
O	3.22	9.7562	33.7837
O	7.1121	12.3382	31.7321
O	8.7891	3.5214	31.9051
O	1.8035	10.7509	21.9908
O	3.0495	12.3142	20.1343
O	5.1351	6.8443	32.0657
O	5.702	11.8177	27.6222
O	6.2251	6.9461	24.3443
O	3.549	8.4868	17.7265
O	2.1195	8.4804	23.4058
O	4.0431	12.0646	24.4854
O	2.4381	13.3851	17.8131
O	4.8588	5.4635	22.7279
O	9.2144	5.1172	17.9056
O	8.2292	11.9041	14.5422
O	2.954	3.7333	24.9815
O	5.8286	7.0878	29.5431
O	9.9941	13.4301	22.0994
O	6.7811	10.0487	20.9949
O	2.4284	3.7771	29.6738
O	6.3782	9.9737	25.8396
O	0.8903	2.9168	32.7401
O	0.1327	12.6418	13.6756
O	9.4985	7.0017	29.5797
O	6.5831	11.6359	23.7917
O	7.3057	5.4559	32.5551
O	9.7402	7.8359	24.9113
O	4.426	9.3747	20.0562
O	9.3782	7.5499	22.3248
O	4.8242	5.2975	25.9118
O	4.4695	4.8451	14.5248
O	5.9296	9.2056	17.091
O	0.1042	6.7381	13.6599
O	7.721	8.5916	28.6494
O	9.9936	5.8499	32.0704
O	8.1133	9.4483	13.7054
O	6.3118	11.7463	16.3126
O	9.9663	9.6294	29.5477
O	7.4149	2.8906	34.8649
O	7.251	7.795	33.5413
O	1.5612	8.3779	15.154
O	4.3842	11.3691	31.9652
O	2.904	9.3968	31.1986
O	5.2897	8.1485	22.1888
O	10.6474	9.0368	27.1019
O	9.8836	12.0737	32.0108
O	7.1519	6.2892	21.9526
O	2.5324	4.8859	27.2792
O	2.1618	5.8614	15.0734
O	11.4265	5.3802	28.9675
O	8.5437	11.3661	25.4442
O	3.2693	7.0637	30.136
O	0.4607	12.1293	20.1953
O	0.6992	12.3548	16.1802
O	3.8598	7.5895	25.2271
O	9.0658	5.5688	20.4284
O	3.9849	9.4282	15.3011
O	5.6873	12.0897	33.9869
O	2.4031	12.3536	26.5675
O	10.8186	12.3427	25.9632
O	1.98	10.0226	19.4492
O	8.7398	2.4828	27.1266
O	3.8876	11.0828	18.0378
O	10.3578	10.3807	14.8314
O	4.9499	13.454	18.4973
O	1.7937	10.7038	24.6292
O	1.3117	7.4621	25.7702
O	9.2307	4.5986	15.3363
O	4.7355	4.882	30.3259
O	7.1654	14.9296	19.177
O	2.8726	14.7681	22.361
O	6.0766	7.3079	26.9074
O	0.7348	2.9858	27.9139
O	9.2582	4.9794	22.9568
O	4.6674	10.8095	22.2791
O	9.5592	13.9645	19.5773
O	8.3503	8.6514	31.2987
O	5.173	2.6804	22.7761
O	8.92	4.6083	28.6654
O	9.1583	2.9343	24.5572
O	4.4512	3.1081	27.1288
O	8.8721	11.5813	20.5986
O	6.4857	9.9975	32.5422
O	10.6367	9.6864	23.2423
O	0.4564	14.8795	16.8604
O	7.3027	10.9098	18.5865
O	8.2627	9.9711	16.3291
O	4.6071	2.3334	29.6524
O	1.5395	8.7901	29.0462
O	3.4432	3.2283	31.9181
O	8.8956	9.7765	33.6919
O	5.029	7.0852	15.8152
O	8.0359	9.4218	23.7611
O	1.649	11.3531	32.357
H	3.7911	7.4814	42.9499
H	5.4407	9.1189	42.9499
H	6.4695	10.1483	42.9507
H	8.1055	11.7994	42.9507
H	3.8114	12.8249	42.9409
H	5.453	14.4705	42.9409
H	8.2066	6.3541	42.9523
H	6.5654	4.7081	42.9523
H	9.2444	7.393	42.9403
H	10.8902	9.0343	42.9403
H	1.127	10.1509	42.9414
H	2.7728	11.7922	42.9414
H	9.2293	2.045	42.955
H	10.8672	3.6939	42.955
H	11.9045	4.739	42.9386
H	13.555	6.3756	42.9386
H	3.5254	10.3687	5.967
H	1.8742	8.7328	5.967
H	6.2418	13.0777	6.042
H	4.5987	11.4336	6.042
H	3.5736	15.7486	6.0219
H	1.9253	14.1098	6.0219
H	4.6539	5.9511	5.9696
H	6.2935	7.5985	5.9696
H	7.3695	8.6782	6.0312
H	9.0122	10.3226	6.0312
H	10.0908	11.3976	5.9628
H	11.7345	13.041	5.9628
H	8.9533	15.8024	5.9652
H	7.3111	14.1575	5.9652
H	10.0406	6.0161	6.0207
H	11.6781	7.6655	6.0207

Results
free energy: -158208.603 eV
free energy less fixed offsets of H -15.71, O -570.45, Si -639.56 eV per atom: -7.493 eV

Forces (eV/angstrom), in the order of the atoms: element, x, y, z
Si	0.0022	0.0013	-0.0533
Si	0.0047	0.0021	-0.0555
Si	0.0142	-0.0079	-0.0366
Si	-0.0034	0.0117	-0.0377
Si	0.0239	0.0047	-0.0552
Si	-0.0028	-0.0153	-0.0382
Si	0.0032	0.0028	-0.0539
Si	0.0106	0.0103	-0.045
Si	0.011	0.0106	0.0215
Si	-0.0114	-0.0123	-0.006
Si	-0.0049	-0.0065	-0.0134
Si	0.0025	0.0063	-0.0136
Si	-0.0138	-0.0125	-0.0137
Si	0.0113	0.0114	-0.0133
Si	-0.021	0.0022	-0.0073
Si	-0.0222	-0.0121	-0.0071
Si	-0.0245	-0.0018	-0.0166
Si	-0.0016	0.024	-0.0125
Si	0.0206	-0.0006	-0.0131
Si	0	-0.0224	-0.0156
Si	0.0235	0.0003	-0.0132
Si	0.0001	-0.0251	-0.0097
Si	0.005	0.0058	0.0187
Si	0.0022	0.0249	-0.0158
Si	0.0207	-0.0198	-0.0001
Si	0.0201	-0.0145	0.0139
Si	-0.0162	0.0203	0.0205
Si	-0.0115	0.0152	-0.0004
Si	-0.0218	0.0086	0.0166
Si	-0.0197	0.0143	-0.0016
Si	0.0183	-0.0146	0.0001
Si	0.0209	-0.0188	0.0166
Si	-0.0055	-0.0021	0.0022
Si	-0.0023	0.0026	0.0324
Si	0.0037	-0.0017	0.0318
Si	0.0004	-0.0014	0.011
Si	-0.0055	0.0027	0.0283
Si	-0.0093	0.0013	0.0146
Si	-0.0033	-0.0008	0.0097
Si	0.0038	0.0034	0.0274
Si	-0.0096	-0.0088	0.1493
Si	0.0171	0.0066	0.1489
Si	0.0181	0.0265	0.2065
Si	-0.015	-0.0172	0.2162
Si	0.016	0.0157	0.2084
Si	-0.0198	-0.0177	0.2212
Si	-0.0142	-0.0102	0.1539
Si	0.0227	0.0184	0.1449
Si	0.1332	-0.1113	0.3274
Si	0.1036	-0.1559	0.3139
Si	-0.174	0.0949	0.2608
Si	-0.1189	0.1651	0.3377
Si	-0.1637	0.0888	0.2687
Si	-0.0566	0.1925	0.3608
Si	0.1931	-0.074	0.3494
Si	0.0889	-0.1975	0.3193
Si	0.116	-0.0503	-0.3189
Si	0.0611	-0.0666	-0.31
Si	-0.1174	0.0128	-0.3855
Si	-0.0644	0.1314	-0.3049
Si	-0.0976	0.0746	-0.3233
Si	-0.089	0.1009	-0.2923
Si	0.085	-0.1179	-0.3348
Si	0.0968	-0.0869	-0.4102
Si	0.0417	0.0321	-0.163
Si	0.0057	0.0066	-0.1373
Si	-0.0118	-0.0123	-0.1781
Si	-0.0076	-0.0026	-0.2059
Si	-0.0007	0.0063	-0.184
Si	0.0032	0.0003	-0.2089
Si	-0.0086	-0.0068	-0.1656
Si	-0.0109	-0.0107	-0.1484
Si	-0.0207	-0.018	-0.0005
Si	0.0091	0.0144	-0.0042
Si	0.0056	-0.0042	-0.0351
Si	-0.0052	-0.0034	-0.0395
Si	-0.0021	0.0031	-0.0367
Si	0.0003	0.0029	-0.0318
Si	0.0055	0.0002	0.0075
Si	-0.0018	0.0039	0.0102
Si	0.0318	-0.029	-0.0067
Si	0.0325	-0.0234	-0.0027
Si	-0.0309	0.0319	-0.0139
Si	-0.0287	0.0359	-0.0033
Si	-0.0305	0.0322	-0.0008
Si	-0.0308	0.0346	-0.0081
Si	0.0333	-0.0321	-0.0117
Si	0.0291	-0.0271	-0.009
Si	-0.009	0.0138	0.0074
Si	0.0001	0.0056	-0.0119
Si	-0.0068	-0.0049	0.0047
Si	0.0052	-0.0034	0.0001
Si	-0.0013	-0.002	-0.0097
Si	0.0062	-0.0143	-0.0139
Si	-0.0059	0.0022	-0.0278
Si	0.001	0.0008	-0.0095
Si	0.0075	0.004	-0.0477
Si	-0.0154	0.0047	0.0016
Si	-0.0024	0.0018	-0.0457
Si	0.0067	-0.0043	-0.0525
Si	0.0112	0.0064	-0.0479
Si	0.0025	-0.0014	-0.0322
Si	0.0004	0.0153	-0.0516
Si	0.0025	-0.0019	-0.0517
Si	0	-0.0015	-0.0468
Si	-0.0027	-0.0016	-0.0453
Si	-0.0017	-0.0065	-0.0311
Si	-0.0011	-0.0044	-0.0534
Si	0.0094	-0.0007	-0.0336
Si	-0.0046	0.0114	-0.0367
Si	0.002	-0.0019	-0.0477
Si	0.0022	-0.0043	-0.053
Si	-0.0023	-0.0025	-0.0532
Si	0.0001	0.0038	-0.0386
Si	0.003	0.0039	-0.0459
Si	-0.01	-0.0076	-0.0559
Si	-0.0009	0.0023	-0.0481
Si	0.0128	0.0104	-0.0457
Si	0.0073	0.0032	-0.0261
Si	-0.011	0.0013	-0.0455
Si	0.0054	0.0013	-0.0508
Si	-0.0039	0.0019	-0.0503
Si	0.0002	-0.004	-0.0583
Si	0.0184	-0.007	-0.039
Si	-0.0002	-0.0049	-0.0453
Si	-0.0137	-0.002	-0.0539
Si	0.0001	0.0024	-0.0337
Si	-0.0046	0.0037	-0.0487
Si	0	0.003	-0.0505
Si	-0.0007	-0.0018	-0.0419
Si	0.0052	-0.0017	-0.0496
Si	0.0147	0.0014	-0.0409
Si	-0.0499	-0.0038	-0.0355
Si	-0.0011	-0.0092	-0.0455
Si	-0.0063	0.0052	-0.0285
Si	-0.0086	-0.0004	-0.048
Si	0.0025	-0.0126	-0.0436
Si	0.0007	0.0035	-0.038
Si	0.0033	-0.0048	-0.0447
Si	0.0031	0.0068	-0.0316
Si	0.0012	0.0027	-0.0547
Si	-0.007	0.0053	-0.0494
Si	0.0038	0.0009	-0.0492
Si	0.0042	0.0068	-0.0428
O	0.0043	-0.0083	0.0532
O	-0.0006	-0.0037	0.0124
O	-0.0051	-0.0041	0.0157
O	0.0093	0.0113	0.0284
O	-0.0058	-0.0073	0.0296
O	0.0088	-0.0021	0.021
O	0.0103	0.0052	0.0358
O	-0.0059	0.0022	0.0268
O	-0.0017	0.0066	0.0114
O	0.0027	0.0031	0.0053
O	0.0006	-0.0134	0.0285
O	0.0178	0.0053	0.0183
O	-0.0002	-0.0122	0.0253
O	-0.0081	-0.0047	0.0238
O	0.0066	0.0062	0.0182
O	0.0014	-0.0061	0.0195
O	-0.0051	-0.0086	0.0284
O	-0.0119	0.0114	0.0344
O	-0.0033	-0.0052	0.0235
O	0.0008	-0.0001	0.0063
O	-0.0042	-0.0051	0.0129
O	-0.0078	-0.007	0.0323
O	-0.009	-0.0038	0.0214
O	0.0023	0.0151	0.0303
O	0.0024	-0.0139	0.035
O	-0.0055	-0.0056	0.0223
O	0.0152	-0.0073	0.0405
O	0.0072	0.0103	0.0212
O	-0.0004	-0.0018	0.0332
O	-0.0035	0.0088	0.0252
O	0.0029	-0.0061	0.009
O	-0.0072	0.0021	0.0233
O	0.0142	-0.0108	0.0239
O	-0.0009	0.0081	0.0162
O	-0.0157	-0.0028	0.0349
O	0.0006	-0.0044	0.0132
O	0.0092	0.0023	0.0283
O	-0.011	-0.0145	0.0335
O	-0.0014	0.0071	0.0292
O	-0.0053	-0.0094	0.0273
O	0.0111	0.0024	0.0267
O	-0.0149	-0.0085	0.0285
O	-0.0034	-0.0093	0.0185
O	0.0091	-0.01	0.0294
O	-0.0035	0.0067	0.0185
O	0.0086	-0.0073	0.0188
O	-0.0087	0.0025	0.0213
O	0.0097	-0.0039	0.0312
O	0.014	-0.0012	0.0384
O	0.0014	0.0101	0.023
O	-0.0023	-0.0043	0.0165
O	-0.004	0.0053	0.0107
O	0.0056	0.0059	0.0214
O	-0.0043	0.0027	0.0232
O	0.0097	0.0021	0.023
O	-0.0049	-0.0028	0.0216
O	0.0097	0.0012	0.0253
O	-0.0007	-0.0068	0.0218
O	-0.0106	-0.0021	0.03
O	0.0011	0.0019	0.0134
O	-0.0031	-0.0036	0.0261
O	-0.0094	-0.0035	0.0131
O	-0.0007	-0.0049	0.0117
O	0.0041	0.0193	0.0238
O	-0.0014	-0.0116	0.0166
O	0.0015	0.0111	0.0313
O	0.018	-0.01	0.0349
O	0.0047	-0.0004	0.0177
O	-0.0081	0.0048	0.0287
O	-0.001	0.0055	0.0107
O	0.0016	0.0013	0.0218
O	-0.0007	0.0036	0.015
O	-0.0012	0	0.0172
O	-0.0053	-0.0026	0.0083
O	0.0068	0.0072	0.0197
O	0.0062	-0.0013	0.0146
O	-0.0037	0.0108	0.0385
O	0.0119	-0.0009	0.0282
O	0.0076	0.0075	0.0286
O	-0.0118	0.0059	0.0219
O	0.0022	-0.0084	0.0192
O	-0.0116	0.0086	0.0215
O	-0.0126	0.0055	0.0352
O	0.0012	0.0016	0.0245
O	-0.0283	0	0.0092
O	0.0084	0.0048	0.0236
O	0.0081	0.0053	0.0291
O	-0.0096	-0.0052	0.0226
O	0.0171	0.0032	0.0222
O	-0.0007	0.0068	0.0112
O	-0.0066	-0.0016	0.0189
O	-0.0064	-0.0016	0.0178
O	0.0107	0.0121	0.0374
O	-0.0033	0.0115	0.0201
O	0.0036	-0.0038	0.0111
O	-0.002	0.0097	0.019
O	0.0003	-0.01	0.0275
O	-0.014	0.0091	0.042
O	0.0013	-0.0071	0.008
O	-0.0042	0.0006	0.0182
O	-0.0054	-0.0162	0.0294
O	0.0056	-0.0142	0.0265
O	0.0114	0.0055	0.0116
O	0.0074	-0.001	0.0103
O	-0.0029	-0.0008	0.0155
O	-0.0015	-0.0029	0.0131
O	0.0056	0.0088	0.0403
O	-0.0051	-0.0001	0.023
O	-0.0069	0.0051	0.0312
O	0.0139	-0.0092	0.0316
O	-0.0092	0.0062	0.04
O	0.0154	0.0128	0.0402
O	-0.0081	0.0105	0.0252
O	-0.0011	0.0036	0.0225
O	-0.0167	0.0005	0.0226
H	0.2383	0.2289	-0.289
H	-0.4166	-0.3636	-0.2255
H	0.4046	0.3826	-0.2189
H	-0.2484	-0.1774	-0.3012
H	0.3759	0.3792	-0.2231
H	-0.1692	-0.2811	-0.3042
H	-0.3527	-0.398	-0.2222
H	0.2193	0.2399	-0.2866
H	0.3889	0.358	-0.2332
H	-0.2132	-0.2385	-0.2996
H	0.2433	0.2073	-0.2957
H	-0.3951	-0.3703	-0.2096
H	0.2044	0.2246	-0.299
H	-0.3597	-0.3867	-0.2113
H	0.3405	0.3951	-0.2294
H	-0.2672	-0.1982	-0.3006
H	-0.4166	-0.2055	0.23
H	0.2389	0.3708	0.2605
H	-0.3655	-0.2297	0.2949
H	0.2444	0.3743	0.2882
H	-0.1676	-0.4082	0.2897
H	0.4224	0.2101	0.2686
H	0.3509	0.2357	0.2544
H	-0.1921	-0.4146	0.2314
H	0.3813	0.2097	0.2921
H	-0.228	-0.3619	0.2971
H	0.4008	0.1901	0.2444
H	-0.2287	-0.3953	0.2456
H	-0.3633	-0.1931	0.2555
H	0.202	0.4129	0.2309
H	0.1595	0.3898	0.2822
H	-0.4426	-0.1884	0.2644

The program warned: the cutoff lies below the one the program advises for these potential files; the forces do not sum to zero within the program's tolerance; empty levels may hold ghost states of the PAW files; the exchange-correlation potential is rough where the density is thin.
